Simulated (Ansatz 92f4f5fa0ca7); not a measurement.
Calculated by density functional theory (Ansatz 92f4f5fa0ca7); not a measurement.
Periodic cell of 455 atoms, Si304O151, from a study of silicon, its oxide and their interface. The atomic structure is a simulated model.
Doubt: the cutoff is far below the 930 eV that the study's wrapper takes by default for these files, so forces and energies are approximate.
This geometry differs little from another in the collection (a relaxation step or a small displacement).

Settings
functional: PBE
potential files: Ansatz PAW
basis: plane waves
wave-function cutoff: 580 eV
density cutoff ratio: 5
exchange-correlation grid ratio: 1
k mesh: 1 x 1 x 1, Gamma-centred
self-consistency stop: 5e-08 eV per atom in the density residual
occupations: fixed
spin: none
net charge: 0

Cell vectors (angstrom)
a	15.4691	0	0
b	0	15.4691	0
c	4.64	-6.0806	34.1642

Atoms and the computed forces on them: element, x, y, z (angstrom), force x, y, z (eV/angstrom)
Si	12.973	-6.079	23.952	-0.018	0.005	-0.015
Si	13.209	-10.135	24.031	-0.034	0	-0.005
Si	5.243	-6.447	23.498	0.009	0.006	0.01
Si	5.197	-2.066	24.023	-0.002	0.002	0.009
Si	4.896	-13.742	23.911	0.003	0.004	0.009
Si	5.182	-9.979	24.113	0.015	0.001	0.005
Si	8.353	-6.095	23.984	-0.01	-0.002	-0.001
Si	7.643	-2.206	23.961	0.018	-0.004	-0.003
Si	8.082	-13.862	23.929	-0.002	-0.004	-0.008
Si	8.297	-9.937	24.17	-0.012	0	0
Si	12.731	-2.251	24.007	-0.012	0.002	-0.01
Si	12.994	-13.723	24.223	-0.014	-0.006	-0.011
Si	0.017	-6.142	23.845	0.01	0	0.007
Si	0.401	-2.249	23.932	0.004	0.002	0.008
Si	-0.051	-13.877	24.057	0.003	-0.001	0.007
Si	0.192	-9.973	23.957	0.035	-0.004	-0.001
Si	4.616	-3.974	25.242	0.006	-0.014	-0.009
Si	4.625	-0.186	25.278	-0.004	0.015	-0.002
Si	4.697	-11.898	25.338	0.022	-0.011	-0.003
Si	4.784	-7.996	25.245	-0.001	-0.004	0.001
Si	8.4	-4.097	25.224	-0.001	-0.006	-0.002
Si	8.384	-0.329	25.235	-0.015	0.015	-0.002
Si	8.55	-11.961	25.307	-0.022	0	0.003
Si	8.553	-7.972	25.4	-0.009	-0.001	0
Si	12.428	-4.197	25.31	0.006	0.01	0.011
Si	12.374	-0.279	25.27	0.008	-0.003	0.007
Si	12.551	-11.846	25.53	0.004	0.003	0.01
Si	12.483	-8.099	25.119	0.009	-0.006	0.013
Si	0.676	-4.239	25.181	-0.009	-0.001	-0.002
Si	0.668	-0.306	25.268	-0.01	-0.006	0
Si	0.711	-11.925	25.222	-0.006	-0.007	0.006
Si	0.69	-8.015	25.179	-0.003	0.015	0.005
Si	2.645	-4.131	26.544	-0.001	0.001	0.007
Si	2.65	-0.252	26.58	0.011	0	0
Si	2.687	-11.88	26.567	0.001	-0.001	0.006
Si	2.723	-7.969	26.477	0.003	-0.002	-0.005
Si	6.522	-4.17	26.667	0.001	0	-0.007
Si	6.526	-0.23	26.702	0.009	-0.002	-0.009
Si	6.626	-11.917	26.72	-0.005	-0.001	-0.023
Si	6.614	-7.971	26.74	0.006	-0.002	-0.01
Si	10.403	-4.136	26.556	-0.009	-0.002	0.006
Si	10.384	-0.299	26.56	-0.001	0.001	0.003
Si	10.483	-11.899	26.663	0.004	-0.003	0.003
Si	10.56	-8.032	26.588	0	-0.001	-0.003
Si	14.32	-4.158	26.705	0.002	0	-0.004
Si	14.269	-0.328	26.717	-0.001	0.002	-0.006
Si	14.445	-11.876	26.847	0.006	-0.003	-0.006
Si	14.315	-8.046	26.661	-0.006	0.003	-0.009
Si	2.709	-6.07	27.93	-0.001	-0.003	-0.005
Si	2.656	-2.203	27.954	0.001	0.004	-0.004
Si	2.703	1.67	27.977	-0.003	-0.002	-0.005
Si	2.707	-9.909	27.912	-0.005	0.003	0.003
Si	6.573	-6.056	28.08	-0.005	0	0.011
Si	6.53	-2.207	28.007	0	-0.003	0.006
Si	6.59	1.656	28.092	-0.002	-0.004	0.012
Si	6.59	-9.947	28.036	0.001	-0.002	0.012
Si	10.461	-6.077	27.951	0.003	-0.003	-0.002
Si	10.42	-2.219	27.963	0.005	0.001	0.001
Si	10.45	1.618	27.988	-0.001	0.001	-0.001
Si	10.464	-9.943	28	0.007	0.002	0.004
Si	14.312	-6.104	28.026	-0.001	-0.01	0.005
Si	14.287	-2.24	28.071	0	0	0.009
Si	14.341	1.609	28.082	0.001	-0.001	0.007
Si	14.348	-9.917	28.1	0.001	0.005	0.01
Si	4.612	-6.078	29.376	0.004	-0.002	0
Si	4.597	-2.215	29.36	0.001	-0.001	0.001
Si	4.625	1.656	29.385	0	0.002	-0.001
Si	4.625	-9.946	29.352	0.003	-0.004	0.002
Si	8.54	-6.083	29.375	0	0.002	-0.003
Si	8.488	-2.214	29.358	-0.005	0.001	-0.003
Si	8.539	1.651	29.397	-0.001	0.002	-0.002
Si	8.529	-9.941	29.381	-0.005	0.001	0.001
Si	12.369	-6.074	29.37	0.002	0.006	-0.001
Si	12.334	-2.218	29.381	-0.001	-0.001	0.002
Si	12.374	1.643	29.383	0.001	-0.001	-0.002
Si	12.379	-9.95	29.393	0.002	-0.006	0.003
Si	0.793	-6.088	29.359	-0.002	0	0.005
Si	0.768	-2.211	29.387	-0.001	0.003	-0.002
Si	0.806	1.643	29.4	-0.002	-0.002	0
Si	0.828	-9.927	29.388	-0.004	0.003	0.001
Si	0	1.934	2.05	0.041	-0.013	0.026
Si	0	5.801	2.05	-0.018	-0.135	-0.017
Si	0	-5.801	2.05	0.015	0.123	-0.026
Si	0	-1.934	2.05	0.029	-0.015	0.005
Si	3.867	1.934	2.05	0.013	0.024	0.032
Si	3.867	5.801	2.05	0.022	-0.089	-0.003
Si	3.867	-5.801	2.05	-0.007	0.109	-0.007
Si	3.867	-1.934	2.05	0.01	0.03	0.032
Si	7.734	1.934	2.05	0.03	0.053	0.013
Si	7.734	5.801	2.05	0.033	-0.118	-0.007
Si	7.734	-5.801	2.05	-0.002	0.002	-0.033
Si	7.734	-1.934	2.05	0.015	0.015	0.008
Si	-3.867	1.934	2.05	-0.045	0.089	-0.009
Si	-3.867	5.801	2.05	-0.038	-0.072	-0.014
Si	-3.867	-5.801	2.05	-0.06	0.017	-0.021
Si	-3.867	-1.934	2.05	-0.057	-0.011	0.005
Si	-1.934	1.934	3.417	-0.024	-0.024	0.443
Si	-1.934	5.801	3.417	0.161	-0.22	-0.166
Si	-1.934	-5.801	3.417	0.096	0.336	-0.083
Si	-1.934	-1.934	3.417	0.052	0.057	0.413
Si	1.934	1.934	3.417	-0.127	0.211	0.309
Si	1.934	5.801	3.417	-0.051	-0.191	0.225
Si	1.934	-5.801	3.417	-0.085	-0.145	-0.255
Si	1.934	-1.934	3.417	-0.17	-0.048	0.181
Si	5.801	1.934	3.417	-0.069	-0.078	0.243
Si	5.801	5.801	3.417	-0.173	-0.36	-0.213
Si	5.801	-5.801	3.417	0.046	0.319	-0.4
Si	5.801	-1.934	3.417	-0.024	-0.014	0.195
Si	9.668	1.934	3.417	0.114	0.317	-0.226
Si	9.668	5.801	3.417	0.042	-0.233	-0.32
Si	9.668	-5.801	3.417	0.054	0.15	-0.626
Si	9.668	-1.934	3.417	0.102	-0.065	0.011
Si	-1.959	0.002	4.857	-0.003	0.006	0.005
Si	-1.929	3.881	4.821	-0.003	0.004	0.001
Si	-1.844	-7.733	4.712	0.005	-0.001	-0.005
Si	-1.935	-3.86	4.835	0.007	-0.004	-0.001
Si	1.883	0.008	4.792	-0.001	0.001	-0.002
Si	1.9	3.871	4.867	0.005	-0.001	0.002
Si	1.936	-7.735	4.772	-0.001	0.003	-0.002
Si	1.933	-3.901	4.771	-0.001	-0.001	-0.005
Si	5.791	-0.008	4.823	-0.003	-0.002	0.003
Si	5.747	3.858	4.816	-0.008	0.003	0.001
Si	5.775	-7.731	4.688	-0.005	0.001	-0.01
Si	5.841	-3.876	4.798	-0.006	-0.002	0.001
Si	9.693	0.03	4.74	0.001	-0.003	0.002
Si	9.666	3.877	4.8	0	-0.001	0.004
Si	9.705	-7.728	4.69	0.002	0	0.001
Si	9.691	-3.893	4.765	-0.003	0.001	-0.001
Si	-0.015	0.075	6.248	0.003	0.003	-0.002
Si	-0.053	3.934	6.301	-0.002	0.007	0.001
Si	0.016	-7.734	6.163	0.002	0	0.004
Si	0.038	-3.938	6.184	0.001	-0.002	-0.004
Si	3.793	-0.07	6.161	0.001	-0.005	-0.004
Si	3.829	3.784	6.275	0.001	0.006	0.003
Si	3.896	-7.785	6.071	-0.004	-0.002	0.007
Si	3.876	-4.026	6.102	0.004	-0.003	-0.005
Si	7.804	0.031	6.119	-0.004	0.003	-0.001
Si	7.706	3.88	6.137	-0.008	-0.002	-0.002
Si	7.73	-7.695	5.919	0.004	0.006	0.003
Si	7.798	-3.843	6.172	-0.002	0.007	0.001
Si	-3.943	0.06	6.227	0.001	0.007	-0.003
Si	-3.869	3.936	6.187	0	-0.005	-0.009
Si	-3.79	-7.68	5.946	-0.01	-0.004	-0.024
Si	-3.901	-3.82	6.202	0.001	0.003	-0.003
Si	-0.149	2.032	7.727	-0.003	-0.007	-0.002
Si	-0.038	5.912	7.695	-0.005	0	-0.006
Si	0.055	-5.874	7.638	-0.008	0.003	-0.008
Si	0.173	-1.969	7.472	-0.006	0.005	-0.019
Si	3.709	1.778	7.651	-0.003	-0.004	0
Si	3.87	5.822	7.523	0.017	0.001	-0.008
Si	3.959	-5.937	7.543	0.002	-0.004	-0.009
Si	3.898	-2.11	7.401	-0.007	-0.007	-0.013
Si	7.699	1.959	7.513	0.01	0.006	-0.003
Si	7.703	5.922	7.318	0.008	0.006	-0.009
Si	7.799	-5.872	7.385	0.007	-0.01	-0.002
Si	8.454	-1.884	7.37	-0.007	-0.004	0.011
Si	-4.003	2.039	7.589	-0.005	-0.003	0.002
Si	-3.836	5.983	7.396	0.005	0.003	0.01
Si	-3.795	-5.86	7.406	-0.009	0.013	0.011
Si	-4.56	-1.886	7.462	0	-0.006	0.007
Si	-2.053	6.593	8.855	-0.01	-0.007	0.004
Si	-1.958	-6.421	8.814	0	0.013	0.007
Si	2.073	-2.294	8.878	0.012	0.01	-0.027
Si	1.764	2.035	9.118	0.007	0.002	0.005
Si	2.004	6.47	8.833	0	-0.015	0.018
Si	2.041	-6.581	8.784	-0.001	0.015	0.005
Si	5.76	1.567	8.784	0.003	0.008	0.011
Si	5.851	6.5	8.64	-0.014	-0.019	-0.008
Si	5.971	-6.541	8.705	0.009	0.016	-0.002
Si	-2.189	1.759	9.053	-0.007	-0.004	-0.001
Si	-5.836	6.585	8.462	-0.002	-0.015	-0.002
Si	-5.733	-6.504	8.57	-0.001	0.031	0.014
Si	-5.928	2.254	8.981	-0.001	-0.021	-0.017
Si	-5.821	5.268	10.325	0.007	-0.011	-0.022
Si	-5.491	-5.141	10.452	-0.014	-0.014	-0.031
Si	4.64	-8.014	30.745	-0.134	-0.026	-0.11
Si	4.64	-4.147	30.745	-0.196	0.03	-0.069
Si	4.64	-0.28	30.745	-0.165	-0.063	-0.058
Si	4.64	-11.881	30.745	-0.162	0.082	-0.076
Si	8.507	-8.014	30.745	0.082	0.052	0.026
Si	8.507	-4.147	30.745	0.113	0.016	-0.089
Si	8.507	-0.28	30.745	0.08	-0.114	0.01
Si	8.507	-11.881	30.745	0.149	0.051	0.032
Si	12.374	-8.014	30.745	-0.108	0.086	0.003
Si	12.374	-4.147	30.745	-0.101	-0.025	0.031
Si	12.374	-0.28	30.745	-0.077	-0.072	0.058
Si	12.374	-11.881	30.745	-0.055	-0.071	0.042
Si	0.773	-8.014	30.745	0.239	0.139	0.087
Si	0.773	-4.147	30.745	0.097	-0.098	-0.075
Si	0.773	-0.28	30.745	0.166	-0.07	0.175
Si	0.773	-11.881	30.745	0.158	0.063	-0.023
Si	6.574	-8.014	32.113	0.009	-0.002	-0.044
Si	6.574	-4.147	32.113	0.014	-0.007	-0.049
Si	6.574	-0.28	32.113	0.011	-0.017	-0.04
Si	6.574	-11.881	32.113	0.001	0.018	-0.026
Si	10.441	-8.014	32.113	-0.012	-0.005	0.021
Si	10.441	-4.147	32.113	0.002	0.021	0.025
Si	10.441	-0.28	32.113	-0.008	-0.032	0.026
Si	10.441	-11.881	32.113	-0.021	0.002	0.038
Si	-1.161	-8.014	32.113	-0.003	0.004	-0.032
Si	-1.161	-4.147	32.113	-0.001	0.018	-0.024
Si	-1.161	-0.28	32.113	0.004	-0.008	-0.013
Si	-1.161	-11.881	32.113	-0.02	0.008	-0.017
Si	2.706	-8.014	32.113	-0.019	0.016	0.042
Si	2.706	-4.147	32.113	0.021	0.011	0.038
Si	2.706	-0.28	32.113	-0.005	-0.044	0.043
Si	2.706	-11.881	32.113	-0.003	0.003	0.048
Si	6.574	-6.081	33.48	-0.023	-0.007	-0.001
Si	6.574	-2.213	33.48	-0.004	-0.037	0.002
Si	6.574	1.654	33.48	-0.015	0.012	0.01
Si	6.574	-9.948	33.48	-0.006	0.054	-0.001
Si	10.441	-6.081	33.48	-0.013	0.005	-0.006
Si	10.441	-2.213	33.48	0.031	-0.004	0.003
Si	10.441	1.654	33.48	0.002	-0.015	-0.004
Si	10.441	-9.948	33.48	0.026	0.034	0.008
Si	-1.161	-6.081	33.48	-0.002	0.004	-0.002
Si	-1.161	-2.213	33.48	0.017	-0.011	0.015
Si	-1.161	1.654	33.48	0.01	-0.03	0.005
Si	-1.161	-9.948	33.48	-0.009	0.016	0.013
Si	2.706	-6.081	33.48	0.018	-0.011	-0.01
Si	2.706	-2.213	33.48	-0.012	0.006	-0.007
Si	2.706	1.654	33.48	0	-0.023	-0.013
Si	2.706	-9.948	33.48	-0.005	0.02	-0.008
Si	0	0	0.683	-0.012	0.013	0.015
Si	0	3.867	0.683	-0.01	0.019	-0.015
Si	0	7.734	0.683	-0.041	0.018	0.007
Si	0	-3.867	0.683	-0.011	-0.044	-0.021
Si	3.867	0	0.683	-0.017	-0.003	0.012
Si	3.867	3.867	0.683	-0.011	0.021	-0.016
Si	3.867	7.734	0.683	0.012	0.013	0
Si	3.867	-3.867	0.683	-0.046	-0.049	-0.013
Si	7.734	0	0.683	-0.01	0.001	0.013
Si	7.734	3.867	0.683	-0.032	0.013	-0.011
Si	7.734	7.734	0.683	-0.027	0.042	-0.002
Si	7.734	-3.867	0.683	-0.024	-0.036	0.002
Si	-3.867	0	0.683	0.052	0.004	0.014
Si	-3.867	3.867	0.683	0.077	0.002	-0.014
Si	-3.867	7.734	0.683	0.038	0.022	0.001
Si	-3.867	-3.867	0.683	0.074	-0.029	-0.008
Si	0.86	-6.122	21.586	0.012	0.012	0.006
Si	1.724	-3.034	21.197	-0.005	-0.012	0.006
Si	0.424	-13.833	21.751	0.006	0.009	0.003
Si	1.268	-10.821	21.157	0.007	-0.014	-0.008
Si	3.747	-7.222	20.775	0.004	0.006	0.011
Si	4.491	-1.977	21.747	-0.005	-0.004	-0.007
Si	4.269	-10.206	21.15	0.013	0.001	0.011
Si	7.091	-11.426	20.044	0.003	-0.003	0.019
Si	11.266	-7.998	19.904	-0.006	-0.001	0.013
Si	7.37	-1.766	20.95	0.021	0.004	0.005
Si	8.287	-14.245	20.942	0	0.001	0.018
Si	9.719	-10.313	21.422	-0.009	0.005	0.012
Si	11.3	-2.7	21.173	0.01	0.015	0.002
Si	13.376	-13.901	19.96	-0.008	0.009	0.009
Si	10.692	-5.671	21.771	-0.006	-0.003	0.006
Si	12.109	-12.017	21.821	-0.009	-0.015	0.002
Si	-1.544	-1.288	9.841	0.006	0.008	-0.01
Si	-1.763	-4.745	14.38	-0.004	0.002	-0.017
Si	6.265	-1.525	9.317	-0.007	0.012	0.005
Si	-4.252	-2.275	9.793	-0.013	-0.025	-0.019
Si	2.339	0.205	13.847	0.003	-0.001	-0.018
Si	0.741	-7.969	14.477	0.001	-0.001	-0.013
Si	2.584	-4.072	16.538	0.004	-0.007	0.001
Si	1.14	-4.82	13.82	-0.002	-0.004	-0.023
Si	2.386	-4.575	10.889	-0.001	0.009	-0.008
Si	7.588	0.567	13.083	-0.012	0.012	-0.01
Si	4.57	-11.652	16.06	0.01	0.029	-0.015
Si	5.149	-3.31	11.707	0.005	0.002	-0.018
Si	11.523	-3.357	15.988	-0.005	0	-0.011
Si	-5.392	0.112	11.331	-0.001	0.008	-0.009
Si	7.16	-5.477	11.512	0.013	0.003	0.002
Si	1.923	4.507	11.084	-0.006	-0.006	-0.009
Si	3.432	-14.452	21.21	-0.001	0.004	0.004
Si	-2.884	-9.242	11.086	0.017	-0.014	-0.018
Si	1.32	-15.246	16.795	0	0.001	0.004
Si	5.144	-1.222	13.856	0.007	0.003	-0.01
Si	-0.48	5.167	12.79	0.005	0.008	-0.011
Si	-3.261	2.137	11.955	0.004	0.001	-0.004
Si	9.221	-5.169	16.653	-0.006	0.001	-0.003
Si	0.56	-2.463	18.329	-0.002	-0.005	0.004
Si	6.262	-5.897	15.822	0.009	0.004	-0.006
Si	3.155	-13.354	18.318	-0.004	-0.002	0.004
Si	7.935	-2.846	18.081	-0.001	-0.007	0
Si	0.925	-11.043	18.3	-0.003	-0.006	0.001
Si	8.934	-13.782	15.554	0.018	-0.009	-0.016
Si	-4.792	3.745	13.865	-0.001	-0.002	-0.007
Si	4.027	-6.596	17.805	0.006	-0.007	-0.009
Si	10.09	-0.932	16.886	-0.003	-0.002	-0.006
Si	7.493	-11.503	16.892	0.002	0.005	-0.013
Si	5.933	2.667	11.615	-0.01	-0.012	-0.022
Si	14.046	-7.071	16.474	0	-0.001	-0.007
Si	-2.966	-6.187	11.739	-0.004	0.014	-0.005
Si	13.093	-3.666	18.787	-0.005	0.004	0.013
Si	10.973	-7.793	16.95	-0.005	0.005	-0.002
Si	5.386	-3.019	16.284	0.003	-0.007	-0.008
Si	3.418	2.867	13.207	0.017	0.005	-0.007
Si	-2.006	3.269	14.421	-0.002	-0.001	-0.011
Si	7.01	-7.683	13.596	0.001	0.005	-0.02
Si	2.729	-9.161	16.523	0.014	0.003	-0.003
Si	10.762	-15.586	19.801	-0.009	-0.009	0.016
Si	14.004	-6.654	19.454	-0.009	0.002	-0.001
Si	6.75	5.591	11.56	-0.004	0.007	0.004
Si	-0.971	-13.096	17.185	0.002	0.002	0.005
Si	1.24	-0.427	11.025	-0.008	-0.002	-0.005
Si	9.139	-9.483	15.123	0.002	-0.001	0.001
O	2.201	-7.018	21.277	-0.012	0.001	-0.008
O	1.245	-2.192	22.516	-0.003	0.015	0.017
O	3.356	-3.054	21.256	0.016	0.003	-0.009
O	1.81	-14.586	21.332	-0.005	-0.001	-0.009
O	5.618	-10.966	20.616	-0.008	0	-0.01
O	0.862	-9.851	22.414	-0.016	0.007	0.016
O	6.857	-6.22	23.29	-0.002	0.002	0.004
O	4.715	-6.773	21.994	0.008	0.003	0.002
O	4.02	-13.62	22.504	0.014	0.003	0.019
O	6.49	-13.763	23.475	0.008	-0.006	0.009
O	4.296	-9.925	22.745	-0.008	0.003	0.002
O	6.752	-9.991	23.573	0.001	-0.001	0.017
O	10.582	-6.608	20.438	0.003	0.006	0.001
O	10.392	-1.413	20.733	-0.005	-0.005	-0.009
O	8.096	-2.238	22.348	-0.014	-0.001	0.013
O	8.845	-13.982	22.467	-0.006	0.003	0.013
O	12.202	-14.986	20.241	0.009	0.003	-0.001
O	10.538	-11.729	21.464	0.008	-0.008	-0.01
O	12.158	-5.914	22.49	0.021	-0.004	0.011
O	11.838	-2.308	22.647	0	-0.002	0.015
O	14.288	-2.22	23.465	0.012	0	0.005
O	12.225	-13.341	22.784	0.016	-0.011	0.016
O	12.741	-10.665	22.508	0.011	0.021	0.009
O	4.497	-5.076	23.991	0.007	0.008	0.007
O	1.36	1.09	10.43	0.003	0.03	-0.011
O	5.413	-2.168	8.087	-0.002	-0.01	-0.008
O	7.832	-1.776	8.928	0.033	0.002	-0.018
O	8.167	-8.373	14.483	0.003	-0.003	0.01
O	-3.363	4.179	14.52	-0.004	-0.003	0.009
O	8.696	-4.288	17.928	0.001	0.001	-0.005
O	6.18	-11.557	15.938	-0.044	-0.003	0.007
O	1.528	-9.976	17.248	-0.006	-0.007	0.006
O	0.686	-10.271	19.728	0.005	-0.002	0.012
O	5.844	-2.335	20.912	-0.024	-0.001	0.003
O	4.074	-8.776	20.39	-0.004	-0.005	-0.004
O	8.05	-2.441	19.642	0.001	0.003	0.004
O	3.809	-13.751	19.771	-0.001	-0.005	-0.001
O	10.172	-6.392	17.102	0.003	-0.003	0.001
O	10.803	-8.468	18.417	0.003	-0.002	0.005
O	-5.45	2.538	14.714	-0.018	-0.012	0.017
O	-2.176	2.186	13.185	-0.008	-0.002	0.001
O	12.46	-2.835	20.037	-0.004	-0.001	-0.004
O	-2.85	-3.607	14.804	0.005	-0.005	0.008
O	-0.77	-14.412	20.781	-0.001	-0.009	-0.005
O	12.919	-12.403	20.455	0	0.003	-0.003
O	-0.264	-1.052	10.827	-0.019	-0.002	0.016
O	-2.749	-2.174	10.486	0.008	0.005	0.007
O	-0.708	4.218	14.109	0.001	0.006	0.004
O	-2.11	-5.803	10.381	0.008	-0.01	-0.021
O	2.117	3.486	9.82	-0.002	-0.013	0.001
O	-1.135	-2.115	8.498	-0.019	-0.007	0.008
O	-4.377	5.539	11.071	-0.021	0.001	0.002
O	4.576	-2.463	12.965	-0.003	-0.001	0.015
O	2.189	-9.483	10.436	-0.001	0.014	-0.011
O	13.97	-5.628	15.728	-0.001	-0.004	0.003
O	-3.023	-7.803	11.848	-0.001	-0.004	0.013
O	5.91	0.062	9.48	0	0.008	0.002
O	5.958	-9.542	10.188	-0.009	-0.007	-0.008
O	6.276	-8.813	12.697	0.001	-0.006	0.005
O	6.284	-6.128	10.294	-0.024	-0.009	-0.028
O	13.308	-5.184	19.335	0.003	-0.006	-0.003
O	9.529	3.721	9.747	0.001	0.018	0.022
O	-1.937	5.357	12.091	0	0.001	0.011
O	11.097	-1.789	15.934	0.002	-0.006	0.008
O	2.883	-11.054	20.963	-0.009	0	-0.009
O	8.504	-4.71	11.007	0.012	0.011	0.005
O	6.435	-0.574	13.113	0.011	0.015	0.02
O	-5.234	-1.385	10.739	-0.001	0.006	0.013
O	-0.455	-8.029	15.589	-0.005	0.002	0.013
O	2.217	-6.121	10.391	-0.007	-0.02	-0.003
O	3.806	-2.995	16.709	-0.003	-0.003	0.002
O	0.404	4.408	11.652	0.007	-0.003	0.01
O	5.547	-6.468	17.186	-0.008	-0.004	0.01
O	4.235	-12.617	17.34	-0.003	-0.003	0.003
O	4.564	2.125	12.31	-0.001	0.02	0.024
O	2.141	-4.242	14.973	-0.001	0	0.01
O	5.766	2.687	9.998	0.002	-0.008	0.012
O	5.658	-4.42	15.481	-0.005	0.012	0.011
O	1.712	-4.405	12.353	-0.001	-0.001	0.019
O	5.952	-6.932	14.593	-0.004	-0.008	0.005
O	0.99	-6.451	13.927	0.003	0.01	0.012
O	10.496	-4.115	21.307	-0.009	-0.02	-0.004
O	8.422	-10.293	16.336	0.003	0.005	-0.002
O	7.723	1.188	14.582	0.009	-0.012	-0.011
O	1.912	-12.324	18.546	-0.005	0.003	-0.004
O	10.407	-8.724	15.768	-0.009	-0.006	0.002
O	8.303	-12.915	16.78	0.007	-0.004	-0.001
O	3.942	-4.095	10.951	-0.001	-0.003	0.011
O	9.659	5.008	13.92	0.004	-0.003	0.006
O	-4.776	-3.813	9.826	0.016	0.02	0.005
O	9.584	-14.468	19.972	-0.004	0.005	-0.006
O	5.65	-1.743	15.315	-0.004	0.006	-0.004
O	3.056	-5.512	17.097	-0.006	0.009	-0.002
O	9.747	-15.033	16.133	-0.013	0.028	-0.008
O	12.536	-7.63	16.575	0.006	-0.001	0.007
O	8.376	5.565	11.332	0.012	-0.003	0.013
O	-0.306	-6.671	20.583	0.002	-0.003	-0.002
O	0.29	-14.007	16.755	0.002	0	0.001
O	0.661	-1.025	17.587	-0.001	-0.007	0.004
O	2.663	-14.73	17.577	0.003	0.004	0.003
O	1.62	-15.672	15.248	0.002	0	0.002
O	-0.808	-6.984	17.986	-0.003	0.001	0
O	9.53	1.087	10.14	-0.002	0.008	0.004
O	10.752	-9.205	20.848	0.002	-0.003	-0.008
O	1.16	-4.555	21.221	0	-0.013	-0.006
O	9.502	-6.086	22.805	-0.008	0.001	-0.001
O	-0.477	-11.625	17.703	0.01	0.003	0.002
O	7.176	1.717	12.016	0.007	-0.012	0.034
O	-0.323	-4.099	13.968	0	-0.002	0.014
O	6.218	-4.395	12.274	-0.006	0.005	0.016
O	4.034	-0.482	21.279	0.003	-0.008	-0.004
O	2.908	4.166	12.347	0.003	-0.006	0.018
O	13.599	-12.95	15.846	-0.003	0.002	0.001
O	6.375	-2.923	17.582	-0.002	0.001	-0.001
O	4.002	3.253	14.658	-0.006	0.002	-0.008
O	12.105	-3.711	17.484	0.005	-0.002	0.005
O	8.698	-1.735	17.166	-0.001	0	0
O	2.338	-1.251	10.138	0.012	-0.002	0.008
O	10.877	-0.594	18.259	0.004	0.002	0.002
O	-0.993	-2.924	18.388	0.009	0.002	-0.003
O	4.07	-6.361	19.422	-0.004	-0.004	0.008
O	-4.486	3.172	12.354	0.001	0.001	0.006
O	1.191	-2.327	19.83	-0.002	0.003	-0.012
O	8.316	-10.492	20.608	0.006	0.002	-0.005
O	0.276	-8.92	13.227	-0.005	-0.008	0.007
O	1.336	-3.583	17.444	-0.003	0.003	0
O	-2.524	2.508	10.521	0.01	-0.003	-0.02
O	-3.935	0.65	11.854	-0.003	-0.003	0.013
O	13.646	-13.832	18.356	-0.001	-0.004	-0.001
O	12.89	-7.772	19.892	0.001	0	-0.003
O	-2.295	-5.608	13.101	0	0	0.007
O	3.966	-10.159	16.228	0.012	-0.033	-0.005
O	-2.159	0.147	9.39	0	0.001	0.014
O	0.552	-12.242	21.445	0.001	0.005	-0.005
O	7.363	-15.598	20.875	-0.002	-0.003	-0.004
O	3.34	-8.032	17.509	-0.004	-0.002	-0.003
O	9.367	-9.823	22.932	-0.001	0.003	-0.002
O	3.918	-0.169	14.001	0.003	-0.001	0.013
O	2.128	-8.521	15.142	0.005	-0.004	0.015
O	10.166	-4.241	15.688	0.003	0.003	0.008
O	1.605	-0.559	12.602	0.005	-0.007	0.023
O	7.382	-12.986	20.432	-0.003	0.002	-0.009
O	7.889	-5.767	15.927	0.003	0	0.009
O	1.689	-3.71	9.67	-0.006	0.009	0.015
O	9.019	-0.008	12.565	0.001	0.001	0.007
O	-4.512	-5.656	11.661	0.011	-0.003	0.025
O	7.062	-11.238	18.43	-0.004	0.002	0.013
O	6.246	4.163	12.138	0.002	-0.004	0.007
O	7.667	-6.599	12.571	0.002	-0.006	0.011
O	2.215	1.802	13.498	0.008	0.01	0.016
O	5.903	-2.304	10.681	0.004	0.004	0.011

Results
free energy: -279139.858 eV
free energy less fixed offsets of O -568.88, Si -635.61 eV per atom: -13.538 eV

The program warned: the cutoff lies below the one the program advises for these potential files; the forces do not sum to zero within the program's tolerance; the exchange-correlation potential is rough where the density is thin.
